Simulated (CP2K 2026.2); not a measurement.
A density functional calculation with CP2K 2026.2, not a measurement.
Periodic cell of 504 atoms, Si360O144, from a study of silicon, its oxide and their interface. The atomic structure is a simulated model.
Doubt: the forces sum to 1.52 eV/angstrom along one axis rather than to zero, so they err by at least 0.0030 eV/angstrom per atom on average; the grid cutoff is modest.

Settings: functional PBE; method Gaussian and plane waves; basis set DZVP-MOLOPT-SR-GTH; pseudopotentials GTH-PBE; grid cutoff 300 Ry, relative cutoff 40 Ry; k points Gamma only; occupations fixed; spin none; net charge 0.

Cell vectors (angstrom)
a	16.32	0	0
b	0	16.32	0
c	-2.7909	5.0407	33.941

Atoms and the computed forces on them: element, x, y, z (angstrom), force x, y, z (eV/angstrom)
Si	1.095	-1.134	0.132	0.171	-0.039	0.748
Si	3.799	1.606	0.091	0.136	-0.136	0.745
Si	1.603	3.812	0.098	-0.098	0.129	0.716
Si	3.96	6.843	0.096	0.288	-0.205	0.691
Si	1.735	-7.169	-0.097	-0.388	0.366	0.65
Si	4.374	-4.376	0.062	-0.088	0.172	0.806
Si	6.983	-1.503	-0.035	-0.193	0.17	0.709
Si	9.298	1.77	0.115	0.103	-0.305	0.775
Si	6.945	3.839	0.162	-0.098	0.277	0.734
Si	9.801	6.603	0.011	-0.253	0.086	0.731
Si	6.603	9.75	0.02	0.1	-0.208	0.734
Si	-7.148	-3.781	0.009	0.184	-0.072	0.768
Si	-3.857	-1.63	-0.01	-0.154	0.155	0.675
Si	-1.117	1.046	0.099	-0.127	0.159	0.76
Si	-4.371	4.38	0.24	0.051	-0.023	0.76
Si	-1.609	7.005	0.036	0.206	-0.112	0.697
Si	-3.812	-7.1	0.156	-0.034	0.117	0.71
Si	-1.522	-3.764	0.008	0.072	-0.265	0.683
Si	2.677	0.028	1.407	-0.021	0.017	-0.059
Si	5.39	2.687	1.447	-0.013	-0.003	-0.045
Si	2.741	5.367	1.431	-0.003	-0.008	-0.042
Si	5.497	8.123	1.331	-0.008	0.02	-0.04
Si	2.731	-5.503	1.279	0	-0.008	-0.059
Si	5.463	-2.71	1.322	0.016	-0.016	-0.038
Si	8.187	0.035	1.283	0.001	0.01	-0.038
Si	-5.5	2.812	1.532	-0.003	-0.001	-0.055
Si	8.172	5.475	1.334	0.019	-0.011	-0.057
Si	-5.416	8.119	1.431	0.018	-0.012	-0.06
Si	8.13	-5.398	1.353	-0.013	0.003	-0.067
Si	-5.46	-2.739	1.298	-0.022	-0.01	-0.047
Si	-2.746	-0.054	1.362	0.004	-0.005	-0.053
Si	0.006	2.67	1.379	0.008	-0.006	-0.046
Si	-2.736	5.502	1.443	0.002	0.032	-0.044
Si	0.042	8.154	1.258	0.008	0.01	-0.036
Si	-2.634	-5.432	1.3	-0.003	0.018	-0.03
Si	-0.036	-2.686	1.442	-0.001	0.013	-0.06
Si	1.345	1.365	2.806	-0.007	-0.009	0.044
Si	4.104	4.075	2.818	0	0.009	0.014
Si	1.332	6.767	2.692	-0.001	0.005	0.021
Si	4.077	9.468	2.69	0.013	0.004	0.037
Si	1.378	-4.117	2.658	0.023	-0.002	0.007
Si	4.075	-1.372	2.679	0.01	0.009	0.009
Si	6.789	1.305	2.725	0.022	0.001	0.012
Si	9.45	4.15	2.836	-0.008	0.023	0.039
Si	6.845	6.819	2.718	-0.022	-0.019	0.016
Si	9.515	-6.778	2.684	-0.005	0	0.013
Si	6.796	-4.051	2.745	-0.018	-0.005	0.037
Si	-6.772	-1.326	2.668	-0.006	0.002	0.018
Si	-4.083	1.358	2.712	0.004	-0.003	0.001
Si	-1.365	4.065	2.7	0.009	-0.002	0.012
Si	-4.075	6.817	2.842	-0.011	-0.007	0.055
Si	-1.271	-6.774	2.675	0.002	-0.024	0.005
Si	-4.09	-4.123	2.656	0.001	-0.007	0.009
Si	-1.412	-1.365	2.804	-0.003	0.013	0.037
Si	-0.023	-0.005	4.133	-0.004	0.006	-0.006
Si	2.721	2.72	4.146	-0.012	-0.019	-0.021
Si	-0.014	5.425	4.073	0.007	0.006	0.006
Si	2.709	8.129	4.058	0.003	0.003	-0.013
Si	0.042	-5.44	4.074	-0.023	-0.005	0.007
Si	2.723	-2.744	4.033	-0.017	0.008	0.007
Si	5.431	-0.039	4.081	0.007	-0.008	-0.006
Si	8.107	2.711	4.109	0.002	0.007	-0.018
Si	5.477	5.466	4.105	0	0	-0.014
Si	8.176	-8.133	4.076	0.009	-0.004	0
Si	5.417	-5.448	4.058	0.006	-0.003	-0.018
Si	8.186	-2.689	4.06	0.008	-0.009	-0.011
Si	-5.44	0.005	4.076	-0.012	-0.009	-0.001
Si	-2.719	2.712	4.072	-0.003	0.001	-0.001
Si	-5.452	5.46	4.171	-0.003	0.004	-0.01
Si	-2.666	8.211	4.081	-0.001	0.012	-0.008
Si	-5.434	-5.447	4.057	0.025	0.018	0.007
Si	-2.772	-2.762	4.086	0.006	0	-0.013
Si	1.348	-1.344	16.333	0.014	-0.008	-0.009
Si	4.066	1.352	16.321	-0.007	0	-0.007
Si	1.356	4.071	16.331	-0.007	-0.01	-0.009
Si	4.059	6.762	16.328	-0.008	-0.01	-0.009
Si	1.361	-6.82	16.307	-0.006	0.002	-0.014
Si	4.073	-4.093	16.291	0	-0.011	-0.006
Si	6.805	-1.367	16.307	0.006	-0.001	-0.006
Si	-6.794	1.379	16.325	0	0.013	-0.012
Si	6.79	4.066	16.333	0.005	0.001	-0.012
Si	-6.807	6.78	16.289	-0.012	0.006	-0.013
Si	6.809	-6.782	16.272	-0.007	-0.003	-0.008
Si	-6.793	-4.065	16.318	0.004	0.004	-0.008
Si	-4.059	-1.318	16.319	0.001	-0.002	-0.004
Si	-1.358	1.365	16.384	-0.002	0	0.003
Si	-4.072	4.067	16.337	-0.006	0.008	-0.007
Si	-1.37	6.784	16.324	0.001	-0.01	-0.009
Si	-4.08	9.517	16.311	0.004	0.007	-0.013
Si	-1.344	-4.057	16.288	0.005	-0.002	-0.008
Si	2.719	-0.002	17.698	-0.015	0.006	0.015
Si	5.395	2.724	17.689	0.014	-0.007	-0.005
Si	2.694	5.405	17.729	0.019	0.021	0.001
Si	5.446	8.167	17.59	0.003	0.009	0.001
Si	2.7	-5.436	17.652	0.008	-0.009	0.023
Si	5.46	-2.765	17.641	-0.002	0.003	-0.002
Si	8.137	0.034	17.654	0	-0.016	0.009
Si	-5.414	2.703	17.714	-0.018	0.008	-0.001
Si	8.2	5.394	17.668	-0.007	-0.009	0.012
Si	-5.481	8.161	17.64	0.005	-0.015	-0.011
Si	8.162	-5.44	17.662	-0.001	-0.006	0.001
Si	-5.433	-2.666	17.645	-0.013	-0.011	0.013
Si	-2.73	0.012	17.758	-0.003	0.004	0.005
Si	0.032	2.724	17.729	0.015	0.006	0.023
Si	-2.736	5.44	17.699	-0.001	0	0.012
Si	0.027	-8.207	17.668	0.003	0.007	-0.005
Si	-2.675	-5.44	17.623	-0.015	-0.008	0.011
Si	-0.031	-2.686	17.685	-0.009	-0.008	0.007
Si	1.4	1.361	19.116	-0.001	0.017	-0.03
Si	4.028	4.028	19.105	-0.021	-0.019	-0.015
Si	1.348	6.772	19.103	-0.012	-0.003	-0.012
Si	4.08	-6.824	18.956	0.011	-0.004	-0.042
Si	1.319	-4.068	19.004	-0.001	-0.012	-0.022
Si	4.096	-1.423	18.976	0.007	-0.007	-0.021
Si	6.75	1.363	19.026	0.001	0	-0.012
Si	-6.767	4.037	19.085	0.002	0.007	-0.007
Si	6.825	6.817	18.913	0.01	0.011	-0.051
Si	-6.805	9.526	19.024	-0.002	0.002	-0.019
Si	6.807	-4.103	19.037	-0.006	0.009	-0.006
Si	9.518	-1.289	19.002	0.02	-0.003	-0.034
Si	-4.092	1.365	19.148	0.002	-0.007	-0.002
Si	-1.339	4.109	19.062	0.016	0.001	-0.037
Si	-4.169	6.796	19.006	-0.008	-0.011	-0.018
Si	-1.328	-6.83	18.976	-0.012	0.009	-0.028
Si	-4.018	-4.034	18.927	0.009	0.029	-0.049
Si	-1.353	-1.338	19.12	0.013	-0.006	-0.003
Si	0.02	0.016	20.493	0.023	0.015	0.059
Si	2.746	2.667	20.597	-0.026	-0.017	0.043
Si	-0.026	5.458	20.514	0	-0.015	0.05
Si	2.757	8.155	20.374	0.015	0.016	0.069
Si	0.004	-5.474	20.36	0.01	-0.005	0.05
Si	2.718	-2.738	20.341	-0.005	-0.007	0.039
Si	5.42	-0.069	20.346	0.012	0.003	0.048
Si	8.13	2.676	20.406	-0.003	0.011	0.046
Si	5.44	5.49	20.246	0.007	0.029	0.056
Si	8.149	8.135	20.348	-0.014	0.007	0.066
Si	5.434	-5.502	20.346	-0.005	-0.016	0.054
Si	8.163	-2.673	20.322	0.015	0.006	0.04
Si	-5.504	0.021	20.505	-0.021	-0.026	0.055
Si	-2.662	2.733	20.439	0.018	-0.01	0.064
Si	-5.438	5.433	20.475	0	-0.008	0.037
Si	-2.788	-8.133	20.267	0.012	0.011	0.035
Si	-5.389	-5.371	20.244	-0.013	0.007	0.054
Si	-2.729	-2.73	20.424	-0.017	-0.011	0.046
Si	1.617	-1.201	21.727	-0.203	-0.082	-0.751
Si	3.913	0.945	21.816	0.037	0.282	-0.679
Si	1.085	3.825	21.841	0.135	0.145	-0.798
Si	4.338	6.979	21.661	-0.2	-0.07	-0.746
Si	1.638	-6.558	21.655	-0.118	-0.147	-0.737
Si	3.849	-4.341	21.61	0.177	0.113	-0.766
Si	6.968	-1.194	21.696	-0.111	-0.204	-0.742
Si	-7.174	1.089	21.833	0.216	0.176	-0.723
Si	6.982	4.365	21.538	-0.086	-0.205	-0.729
Si	-7.091	6.572	21.72	0.269	0.141	-0.714
Si	6.527	-7.126	21.655	0.097	0.189	-0.823
Si	9.788	-3.811	21.527	-0.07	0.014	-0.73
Si	-4.351	-1.618	21.736	0.164	0.121	-0.759
Si	-1.134	1.594	21.836	-0.087	-0.174	-0.779
Si	-3.77	4.326	21.736	-0.188	-0.078	-0.702
Si	-1.699	6.693	21.673	0.221	0.016	-0.669
Si	-3.851	-6.495	21.57	-0.076	-0.122	-0.733
Si	-1.566	-4.354	21.682	0.098	0.206	-0.743
Si	-6.289	-5.075	25.68	0.07	0.036	-0.076
Si	-8.13	3.603	-6.421	-0.043	-0.01	0.095
Si	4.136	-7.504	-4.57	-0.015	-0.035	-0.098
Si	-6.116	6.846	24.639	-0.032	0.003	-0.113
Si	5.692	-3.111	23.835	-0.005	0.019	-0.186
Si	-4.703	1.151	-6.696	0.012	0.056	-0.061
Si	1.928	-2.89	-4.845	0.007	0.05	0.096
Si	0.276	5.683	-2.084	-0.059	-0.012	0.142
Si	-5.494	3.453	-4.98	-0.082	-0.065	-0.007
Si	-3.187	-7.986	-4.635	0.067	0.057	-0.106
Si	6.139	-0.435	-7.124	-0.062	0.019	0
Si	6.643	3.885	24.445	0.019	-0.067	-0.052
Si	-0.22	-2.595	23.87	0.006	0.008	-0.163
Si	5.746	4.144	-4.847	0.119	0.018	0.023
Si	-0.254	-6.724	-4.702	-0.025	0.008	0.01
Si	-2.476	-0.344	23.931	-0.029	-0.02	-0.186
Si	7.924	7.868	-2.096	0.038	0.016	0.119
Si	-6.213	-4.055	-2.899	0.046	-0.004	0.143
Si	-2.502	5.456	26.202	0.025	0.027	0.097
Si	-1.102	3.966	-4.118	0.046	-0.075	0.059
Si	-4.344	-7.039	24.498	-0.028	-0.058	-0.127
Si	-4.044	-6.076	-2.574	-0.041	0.074	0.077
Si	-7.794	-4.777	-5.422	0.047	-0.045	-0.078
Si	7.235	-7.602	-4.874	-0.014	-0.001	0.07
Si	-2.836	-0.572	-5.034	-0.058	0.066	0.152
Si	-7.02	2.361	24.736	-0.109	-0.057	-0.143
Si	-0.56	1.168	-5.028	-0.021	0.007	-0.017
Si	-1.63	7.95	24.515	-0.019	-0.038	-0.046
Si	5.721	5.556	-2.06	-0.064	-0.059	0.078
Si	-5.634	1.539	-2.754	-0.009	0.167	0.116
Si	1.211	-7.887	24.471	0.1	0.046	-0.029
Si	-1.283	-4.657	-2.81	0.019	0.038	0.032
Si	2.569	5.657	23.928	0.028	0.043	-0.096
Si	2.04	-0.031	-5.406	-0.094	0.045	-0.053
Si	-2.899	2.588	-1.956	-0.014	-0.054	0.157
Si	2.909	-2.57	-2.024	0.021	0.096	0.105
Si	-1.049	-5.432	-7.243	0.014	-0.074	0.017
Si	-6.486	-2.111	26.357	0.028	0.035	0.056
Si	5.209	1.255	24.721	-0.012	-0.01	-0.118
Si	5.051	-0.247	-2.156	0.029	0.011	0.144
Si	3.923	-3.302	26.253	0.062	-0.083	0.005
Si	3.896	-7.468	-7.437	-0.043	-0.066	0.016
Si	-4.576	4.048	24.635	0.002	-0.021	-0.053
Si	-5	-1.194	-2.922	0.083	-0.024	0.176
Si	-1.203	-3.053	-5.245	-0.03	-0.139	0.099
Si	6.262	-3.47	-6.87	0.045	0.047	-0.085
Si	7.949	-5.281	23.675	-0.064	0.046	-0.189
Si	3.664	-5.03	-6.042	0.025	-0.033	-0.01
Si	4.716	1.189	-4.841	0.103	-0.106	0.069
Si	-3.339	5.432	-5.237	0.044	-0.053	-0.021
Si	-7.555	0.676	-7.288	0.038	0.071	-0.044
Si	7.665	0.08	26.071	-0.078	0.051	-0.082
Si	1.757	-8.034	-2.874	-0.127	0.177	0.053
Si	3.203	-6.203	26.305	-0.014	-0.039	0.03
Si	1.364	-1.39	5.427	0.004	-0.001	0.007
Si	4.087	1.334	5.456	0.009	0.009	0.006
Si	1.35	4.091	5.462	-0.003	-0.003	0.011
Si	4.082	6.806	5.44	-0.008	-0.007	0.008
Si	1.379	9.507	5.433	0.008	-0.001	0.009
Si	4.072	-4.087	5.425	0.004	-0.011	-0.003
Si	6.808	-1.371	5.441	0.004	-0.006	0.006
Si	9.513	1.362	5.436	-0.001	0.009	0.009
Si	6.785	4.08	5.478	0.008	-0.001	0.008
Si	-6.807	6.84	5.48	0.003	-0.005	0.013
Si	6.794	-6.788	5.426	-0.006	0.001	0.009
Si	-6.788	-4.07	5.416	-0.01	0.001	0.007
Si	-4.1	-1.371	5.442	0.006	0.007	0.008
Si	-1.373	1.37	5.465	0.004	-0.006	0.01
Si	-4.076	4.064	5.457	-0.009	-0.003	0.007
Si	-1.351	6.806	5.437	-0.01	-0.006	0.002
Si	-4.061	-6.781	5.434	0	-0.003	0.013
Si	-1.359	-4.094	5.423	-0.004	-0.004	0.008
Si	2.718	-0.025	6.798	0.001	-0.007	0
Si	5.427	2.712	6.821	0	0.006	0.004
Si	2.723	5.446	6.807	0.006	0.001	0.006
Si	5.441	-8.15	6.797	-0.007	-0.002	-0.002
Si	2.723	-5.444	6.797	-0.005	-0.005	0.006
Si	5.441	-2.733	6.79	0.003	0.002	0.002
Si	8.157	0.001	6.801	-0.007	0.003	0.001
Si	-5.443	2.71	6.808	0.001	-0.004	0.005
Si	-8.162	5.448	6.817	-0.003	0	-0.004
Si	-5.423	-8.134	6.811	0.006	0.002	0.003
Si	-8.157	-5.429	6.78	0.01	0.006	0.001
Si	10.87	-2.722	6.808	0	-0.006	-0.001
Si	-2.734	-0.008	6.801	-0.006	0.001	0.006
Si	-0.007	2.727	6.817	-0.002	0.004	0.004
Si	-2.716	5.445	6.798	0.005	0.002	0.001
Si	0.011	8.158	6.799	0.003	0.002	0.001
Si	-2.712	-5.434	6.806	-0.005	-0.001	-0.006
Si	-0.004	-2.733	6.79	-0.002	-0.003	-0.001
Si	1.36	1.35	8.155	-0.001	0.002	-0.001
Si	4.069	4.076	8.17	-0.007	-0.011	-0.001
Si	1.365	6.804	8.167	0.003	0.004	-0.002
Si	4.083	-6.796	8.162	0.006	0.006	0.001
Si	1.355	-4.088	8.156	0	-0.006	-0.005
Si	4.085	-1.373	8.158	-0.001	-0.004	-0.002
Si	6.801	1.359	8.168	0.005	0.006	-0.004
Si	-6.796	4.082	8.165	0.002	0.007	-0.001
Si	6.791	6.805	8.166	0.003	-0.006	-0.005
Si	-6.798	-6.78	8.157	0.004	-0.001	-0.008
Si	6.803	-4.083	8.154	-0.001	-0.008	-0.002
Si	9.512	-1.36	8.165	-0.003	-0.005	-0.005
Si	-4.087	1.35	8.167	-0.006	-0.003	-0.005
Si	-1.363	4.089	8.17	0.002	0.001	-0.001
Si	-4.076	6.804	8.161	-0.009	0.002	0.002
Si	-1.355	-6.804	8.159	-0.013	-0.008	-0.004
Si	-4.076	-4.074	8.162	0.014	0.006	-0.002
Si	-1.359	-1.364	8.151	0.004	0.002	-0.004
Si	-0.002	-0.004	9.515	-0.006	-0.005	-0.003
Si	2.712	2.712	9.523	0.004	0.006	-0.002
Si	0.004	5.443	9.526	0.002	0.006	-0.001
Si	2.722	-8.156	9.524	0	-0.002	-0.004
Si	-0.001	-5.442	9.522	0.001	-0.001	0.003
Si	2.718	-2.727	9.516	-0.001	-0.002	0
Si	5.437	-0.004	9.519	0.003	0	-0.001
Si	-8.157	2.721	9.524	0	0.002	-0.002
Si	5.435	5.437	9.524	-0.005	0	-0.005
Si	-8.157	-8.153	9.513	0.005	0.001	-0.008
Si	5.446	-5.44	9.519	0.005	-0.003	-0.004
Si	8.154	-2.72	9.521	-0.008	-0.001	-0.003
Si	-5.445	-0.004	9.527	0.001	-0.001	0
Si	-2.725	2.721	9.518	-0.004	-0.002	-0.001
Si	-5.437	5.444	9.521	0.005	-0.004	0.002
Si	-2.715	-8.161	9.522	0.006	-0.004	0.001
Si	-5.437	-5.431	9.524	-0.007	0	-0.003
Si	-2.717	-2.716	9.521	-0.006	0	0.003
Si	1.359	-1.362	10.875	0.004	0.001	0.001
Si	4.076	1.355	10.882	-0.002	-0.001	-0.001
Si	1.357	4.075	10.883	-0.006	-0.007	0.001
Si	4.073	-9.526	10.881	0	0.006	-0.002
Si	1.359	-6.8	10.883	0.001	-0.003	0.002
Si	4.081	-4.083	10.877	0.008	-0.007	0.001
Si	6.798	-1.357	10.881	0	-0.005	0.002
Si	-6.799	1.361	10.886	0.003	-0.003	0.003
Si	-9.521	4.078	10.881	0.003	0.001	0.002
Si	-6.8	-9.515	10.877	-0.007	-0.001	-0.001
Si	-9.517	-6.801	10.878	-0.005	0	-0.003
Si	9.521	-4.073	10.881	0.007	0.004	0
Si	-4.077	-1.358	10.882	0.003	-0.002	-0.001
Si	-1.361	1.361	10.873	0.005	0.002	0
Si	-4.081	4.081	10.88	-0.006	0.008	0.002
Si	-1.358	6.799	10.885	-0.001	-0.003	0.002
Si	-4.077	-6.798	10.879	-0.003	-0.002	-0.003
Si	-1.36	-4.078	10.881	-0.002	0.001	-0.002
Si	2.71	0.001	12.242	-0.001	-0.004	0.007
Si	5.44	2.714	12.24	0	0.002	0.002
Si	2.716	5.433	12.244	0.006	0.003	0.001
Si	5.439	-8.167	12.23	0.001	-0.008	-0.003
Si	2.723	-5.443	12.238	0.001	0.001	0.005
Si	5.433	-2.714	12.234	0.001	0.005	0.001
Si	8.16	0	12.243	-0.005	0	0.004
Si	-5.438	2.723	12.243	0.004	0.004	0.005
Si	-8.161	5.441	12.237	0	0.003	0.002
Si	-5.434	-8.162	12.237	0.003	0.004	0
Si	-8.157	-5.44	12.236	-0.002	-0.004	0.001
Si	10.882	-2.714	12.24	-0.004	-0.002	0
Si	-2.719	0.007	12.239	-0.007	-0.003	-0.001
Si	-0.005	2.716	12.24	-0.005	0	0.003
Si	-2.716	5.433	12.241	0.006	-0.003	0.001
Si	-0.001	8.159	12.244	0.001	0	0.003
Si	-2.72	-5.436	12.242	-0.001	0	0
Si	0.001	-2.716	12.24	0.002	-0.005	0.006
Si	1.348	1.36	13.607	-0.002	0.008	0
Si	4.079	4.069	13.6	0.001	-0.003	0.003
Si	1.35	6.788	13.602	-0.002	0.001	0.004
Si	4.078	-6.817	13.59	0.007	-0.006	0.002
Si	1.367	-4.077	13.595	0.009	-0.01	0.004
Si	4.072	-1.358	13.599	-0.003	0.002	0.003
Si	6.799	1.355	13.605	0.011	-0.007	0.006
Si	-6.802	4.081	13.599	-0.009	0.01	0.005
Si	6.788	-9.528	13.594	-0.009	0.01	0.001
Si	-6.793	-6.8	13.594	-0.001	-0.002	0.009
Si	6.801	-4.071	13.583	-0.007	0	0.002
Si	9.53	-1.351	13.602	0.009	-0.007	0.002
Si	-4.071	1.372	13.603	0	-0.002	0.005
Si	-1.362	4.068	13.607	0.002	-0.002	-0.001
Si	-4.074	6.793	13.596	0.007	-0.008	0.003
Si	-1.361	9.523	13.601	-0.006	0.004	0.004
Si	-4.08	-4.072	13.6	-0.006	0.003	-0.001
Si	-1.356	-1.347	13.598	-0.005	0.003	0.001
Si	-0.016	0.013	14.982	0.002	-0.004	0.005
Si	2.714	2.717	14.962	0.008	0.001	-0.005
Si	-0.008	5.425	14.967	0	0.005	-0.004
Si	2.72	8.137	14.956	0.002	0.003	0.001
Si	0.011	-5.441	14.951	0.003	0.004	-0.006
Si	2.709	-2.709	14.965	-0.004	-0.001	-0.005
Si	5.433	-0.004	14.961	-0.005	0.001	-0.004
Si	8.156	2.723	14.962	-0.001	-0.001	-0.002
Si	5.436	5.426	14.964	0.002	-0.005	-0.002
Si	8.159	-8.169	14.936	0	-0.005	-0.006
Si	5.436	-5.437	14.924	0.002	0.002	-0.005
Si	8.166	-2.718	14.947	-0.005	0.001	-0.003
Si	-5.434	0.021	14.96	-0.001	0.004	-0.001
Si	-2.707	2.71	14.985	-0.006	0.007	-0.001
Si	-5.426	5.426	14.957	0.001	-0.004	0.002
Si	-2.718	8.154	14.958	0.004	0	0.003
Si	-5.438	-5.435	14.958	0	-0.003	0
Si	-2.721	-2.7	14.952	0.002	-0.004	-0.004
O	-5.145	-1.216	26.21	-0.009	0.371	-0.294
O	8.044	-0.069	22.204	0.06	0.077	0.35
O	8.115	5.424	22.054	0.033	0.087	0.352
O	7.688	-0.345	-6.677	0.389	-0.532	0.223
O	5.428	8.093	22.172	0.064	0.079	0.128
O	-1.812	1.654	-1.233	0.248	-0.42	-0.266
O	-3.711	-0.96	23.081	-0.209	0.251	0.428
O	-1.696	-7.401	-4.551	-0.095	0.105	0.364
O	-8.124	-8.08	-3.652	0.437	0.077	-0.478
O	2.713	2.722	-0.43	0.014	0.052	-0.465
O	-4.25	3.594	23.112	-0.206	-0.228	-0.096
O	-2.703	-5.451	22.112	0.003	0.047	0.34
O	1.395	-6.943	-1.699	-0.009	0.177	-0.254
O	-5.196	8.071	25.139	0.02	-0.005	0.686
O	-1.323	7.63	22.953	0.185	0.383	-0.082
O	-2.718	-2.732	-0.452	0.063	0.096	-0.433
O	6.238	4.278	-1.231	0.188	-0.478	-0.233
O	5.075	-2.73	25.276	0.283	0.416	0.189
O	7.208	-6.533	23.002	-0.164	-0.402	0.453
O	5.094	-4.358	-6.252	0.175	-0.154	0.29
O	0.684	0.247	-4.563	-0.038	-0.257	0.615
O	-1.535	-4.168	-6.362	-0.435	0.08	-0.151
O	-0.132	5.1	-3.526	0.126	0.241	-0.367
O	1.37	6.828	-2.318	0.34	-0.231	-0.058
O	4.939	2.769	-4.685	-0.434	-0.048	-0.058
O	6.293	-1.848	23.029	-0.306	0.226	0.05
O	2.696	-2.251	26.238	0.181	0.452	-0.306
O	8.092	-2.632	-0.456	0.233	0.241	-0.55
O	1.012	-1.951	23.04	0.187	0.007	0.066
O	3.887	0.996	25.612	-0.472	-0.358	-0.01
O	-1.849	0.936	23.153	-0.029	0.179	0.445
O	-0.001	-0.042	-0.42	0.08	-0.044	-0.326
O	-4.603	-6.443	-1.11	-0.758	0.344	-0.222
O	-2.132	3.532	-2.977	0.017	0.328	-0.091
O	2.242	-3.262	-3.313	-0.001	-0.602	0.102
O	-6.479	-4.893	-6.369	0.345	-0.013	0.268
O	5.455	5.087	-3.574	-0.095	0.253	-0.358
O	-2.147	6.552	25.1	-0.185	-0.363	-0.541
O	-4.498	2.427	-5.734	0.293	-0.088	-0.148
O	-4.88	-4.886	-3.243	0.201	0.099	-0.342
O	-3.727	5.829	-6.729	-0.218	-0.148	0.185
O	-0.704	1.075	-6.641	-0.536	0.381	-0.227
O	-5.433	5.449	-0.423	0.112	0.04	-0.427
O	6.357	-0.859	-1.407	0.432	0.293	-0.464
O	5.476	-5.476	-0.463	0.022	-0.218	-0.536
O	2.744	-0.127	22.247	-0.176	-0.11	0.42
O	-7.275	-4.626	22.703	-0.087	0.001	0.311
O	4.773	1.246	23.169	0.462	0.31	0.112
O	1.739	-1.899	-1.144	-0.419	0.027	-0.062
O	-2.514	-5.613	-2.429	0.072	-0.417	-0.163
O	-6.635	-4.421	-1.389	0.155	-0.413	-0.067
O	0.919	-7.711	-4.225	-0.073	-0.145	-0.537
O	-0.19	-5.449	-3.7	0.604	0.207	0.184
O	-6.741	1.7	23.278	0.508	0.2	0.147
O	-0.718	-4.169	-1.371	0.654	-0.12	-0.026
O	4.413	6.148	-1.315	-0.404	-0.041	-0.366
O	-1.343	-1.471	24.094	-0.023	-0.106	0.418
O	-3.673	0.006	-6.276	0.122	-0.333	-0.403
O	4.444	0.933	-1.236	0.18	-0.087	-0.134
O	-4.498	-1.033	-1.385	-0.218	0.416	-0.315
O	5.772	2.716	25.14	-0.162	0.149	0.633
O	8.081	2.769	-0.29	0.191	-0.057	-0.207
O	6.281	5.306	25.115	-0.041	0.349	-0.443
O	-6.689	7.189	23.17	-0.192	0.27	0.201
O	-5.611	2.968	25.248	0.14	-0.413	0.741
O	-3.649	3.571	-0.945	0.296	0.19	-0.093
O	-5.917	-2.493	-3.058	-0.317	0.151	-0.118
O	-4.125	-7.389	-3.483	-0.638	-0.52	0.04
O	7.332	-7.162	-1.315	0.41	0.113	-0.344
O	-3.074	6.759	-4.383	0.085	-0.023	0.437
O	-3.021	0.079	25.389	0.28	0.328	0.09
O	-3.864	-7.589	-6.04	-0.274	-0.289	0.141
O	-0.085	-6.316	-6.263	0.443	-0.18	-0.253
O	5.291	0.593	-6.224	0.131	0.365	-0.24
O	-2.729	8.117	-0.426	-0.002	-0.022	-0.377
O	-2.735	5.524	22.181	0.018	0.149	0.099
O	2.651	-1.479	-5.111	0.762	-0.019	0.162
O	7.303	3.717	-5.061	0.314	-0.331	0.343
O	-7.539	-5.791	24.946	-0.213	-0.543	0.411
O	6.408	0.199	25.036	-0.033	-0.413	-0.229
O	-0.248	-7.843	25.175	-0.146	-0.059	0.527
O	-1.983	4.558	-5.329	0.068	-0.101	-0.63
O	5.688	-1.964	-6.936	-0.534	-0.033	-0.004
O	-1.892	-1.685	-5.693	0.107	0.184	-0.346
O	-4.025	1.69	-2.666	0.033	-0.28	0.015
O	-1.766	-3.451	-3.773	-0.616	0.131	0.162
O	4.751	-6.681	26.428	0.204	0.128	-0.621
O	-7.81	-1.296	25.886	-0.261	-0.286	-0.181
O	3.199	5.034	25.267	-0.081	-0.334	-0.034
O	-6.186	0.573	-6.46	0.011	-0.277	0.419
O	3.755	-5.936	-4.705	-0.306	0.062	0.376
O	3.741	8.103	-5.993	-0.109	-0.678	0.007
O	8.156	2.158	-7.14	-0.322	0.015	-0.366
O	7.31	7.763	-6.188	0.312	-0.256	-0.098
O	-2.763	-7.244	24.762	0.21	0.438	0.439
O	-4.587	-7.083	22.895	-0.598	-0.481	0.102
O	-4.876	-5.644	25.121	0.377	0.485	-0.033
O	3.745	6.204	22.964	0.109	-0.068	0.307
O	3.972	-1.417	-2.387	0.09	-0.131	-0.129
O	-1.927	0.61	-4.378	-0.059	0.257	0.623
O	-5.461	-2.747	22.184	0.06	-0.13	0.297
O	5.721	-7.646	-4.296	0.008	0.014	0.228
O	0.921	4.493	-1.209	-0.119	-0.044	-0.423
O	0.34	-3.151	25.285	0.111	-0.42	0.009
O	-1.013	6.295	-1.309	-0.143	0.017	-0.334
O	-4.567	4.676	-4.509	-0.097	0.221	0.313
O	5.306	4.975	-6.168	-0.457	0.382	0.2
O	-0.031	2.715	22.333	0.106	-0.237	0.556
O	1.591	6.878	24.29	-0.186	-0.108	0.316
O	-5.901	0.073	-3.367	-0.4	-0.188	-0.646
O	-3.219	4.175	25.514	0.33	-0.513	0.283
O	-7.302	6.625	25.707	-0.204	0.169	-0.006
O	6.228	3.861	22.888	-0.563	-0.245	0.126
O	3.114	1.046	-4.914	-0.2	0.544	0.28
O	1.071	-7.176	23.034	-0.113	-0.082	-0.026
O	-6.282	1.512	-1.295	0.162	-0.028	-0.187
O	-0.867	-3.827	23.056	-0.063	-0.233	0.392
O	-3.736	-1.262	-3.906	0.148	-0.371	0.034
O	-6.196	2.716	-3.711	-0.721	0.212	0.282
O	4.49	-3.732	22.965	-0.284	-0.028	0.351
O	7.673	-6.146	-5.404	0.058	0.047	0.049
O	3.318	-8.083	-3.311	0.443	-0.45	0.354
O	-6.621	3.976	-6.011	0.172	0.493	-0.303
O	2.915	8.036	-0.245	0.138	-0.027	-0.387
O	-6.335	-3.466	25.48	-0.134	0.047	-0.678
O	3.675	-3.751	-1.255	-0.135	-0.152	-0.281
O	-7.604	1.287	25.791	0.307	0.061	0.451
O	2.725	-5.419	22.099	-0.084	-0.01	0.112
O	6.856	-4.183	24.086	0.036	0.004	0.363
O	-8.094	3.571	24.598	0.138	0.222	0.289
O	5.393	0.392	-3.599	0.219	-0.221	-0.017
O	-7.378	-4.469	-3.907	-0.432	-0.117	0.311
O	7.575	-3.576	-5.933	0.003	0.226	0.156
O	0.368	-2.774	-5.142	-0.036	0.223	-0.179
O	2.349	-7.135	25.315	0.199	0.041	-0.043
O	2.499	-3.962	-5.88	-0.433	0.024	-0.278
O	3.294	-5.971	-7.303	-0.191	0.234	-0.344
O	1.668	0.024	-6.984	0.339	0.116	-0.269
O	-7.056	7.339	-1.35	0.257	0.052	-0.072
O	-0.26	2.69	-4.607	0.584	-0.131	-0.29
O	6.853	6.682	-2.021	0.146	-0.001	0.187
O	3.278	-4.699	25.744	-0.261	-0.006	-0.496
O	1.725	4.499	23.178	-0.1	0.055	0.52
O	-5.234	5.511	24.553	0.107	0.078	-0.124

Results
total energy: -101660.136 eV
total energy less fixed offsets of O -438.25, Si -107.07 eV per atom: -6.936 eV
